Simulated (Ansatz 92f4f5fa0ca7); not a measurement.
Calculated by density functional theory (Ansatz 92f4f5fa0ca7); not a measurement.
Periodic cell of 256 atoms, Si144O112, from a study of silicon, its oxide and their interface. The atomic structure is a simulated model.
This geometry differs little from another in the collection (a relaxation step or a small displacement).

Settings: functional r2SCAN; potential files Ansatz PAW; basis plane waves; wave-function cutoff 800 eV; density cutoff ratio 5; exchange-correlation grid ratio 1; k mesh 1 x 1 x 1, shifted by 0.5 0.5 0 of a step; self-consistency stop 1e-10 eV per atom in the density residual; occupations fixed; spin none; net charge 0.

Cell vectors (angstrom)
a  10.888  0  0
b  0  10.888  0
c  0  0  36.2702

Atoms: element, x, y, z (angstrom)
Si  0.157  -0.2264  0.0553
Si  3.5519  2.4904  -0.3178
Si  1.2583  6.9689  1.5353
Si  2.3318  8.4576  0.0987
Si  5.3736  0.1137  -0.1004
Si  8.0856  2.877  0.1689
Si  6.5751  4.7107  -0.1869
Si  6.9773  6.5944  1.2481
Si  1.3279  1.1666  1.545
Si  4.7346  3.921  0.9916
Si  -0.0572  5.6779  0.1393
Si  4.1042  9.504  1.2562
Si  6.8387  1.3003  1.3669
Si  9.6773  4.0328  1.4164
Si  8.5677  7.7738  0.0323
Si  9.5348  9.4562  1.3618
Si  0.0524  2.6519  2.8031
Si  2.7818  -0.1345  2.8123
Si  -0.0863  8.2211  2.9002
Si  2.692  5.5864  2.7053
Si  5.538  2.6544  2.7685
Si  8.1806  -0.0682  2.6967
Si  5.486  8.0373  2.5368
Si  8.2659  5.3631  2.7838
Si  1.4397  4.0761  4.0596
Si  4.092  1.3391  4.0925
Si  1.3818  9.4882  4.1941
Si  4.1239  6.8166  4.0641
Si  6.8581  4.0408  4.1298
Si  9.5261  1.3069  4.0951
Si  6.7934  9.4352  3.9943
Si  9.5133  6.7678  4.1851
Si  0.0171  0.0004  5.4852
Si  2.7575  2.723  5.4573
Si  0.0549  5.4105  5.4623
Si  2.7623  8.1255  5.4866
Si  5.4733  -0.0374  5.4043
Si  8.2013  2.675  5.471
Si  5.4561  5.4413  5.431
Si  8.13  8.1528  5.4647
Si  1.3646  1.3898  6.8149
Si  4.1116  4.086  6.8134
Si  1.3818  6.7854  6.8353
Si  4.0925  9.5364  6.7991
Si  6.8294  1.3246  6.8028
Si  9.5496  4.0572  6.808
Si  6.7639  6.8207  6.8188
Si  9.5132  9.5251  6.8093
Si  -0.031  2.6856  8.1941
Si  2.7436  0.0286  8.1417
Si  -0.0081  8.1767  8.1615
Si  2.71  5.4097  8.181
Si  5.5205  2.7503  8.1513
Si  8.1554  -0.0274  8.1981
Si  5.4243  8.2016  8.1955
Si  8.1514  5.4485  8.1117
Si  1.3091  4.0567  9.52
Si  4.165  1.3763  9.4529
Si  1.3272  9.6056  9.4969
Si  4.0587  6.8117  9.4998
Si  6.8574  4.134  9.5618
Si  9.4723  1.3448  9.579
Si  6.7944  9.5463  9.5987
Si  9.4587  6.8187  9.4653
Si  -0.0493  0.0164  10.9492
Si  2.7795  2.6999  10.744
Si  -0.149  5.4215  10.8062
Si  2.6941  8.2216  10.7787
Si  5.5098  0.1392  10.9406
Si  8.2108  2.7839  10.9766
Si  5.4572  5.5245  10.8857
Si  8.1313  8.1201  10.919
Si  1.3942  1.4678  12.1486
Si  3.9943  4.1775  12.0939
Si  1.2224  6.8417  11.9842
Si  4.0776  9.5911  12.0923
Si  6.7128  1.6678  12.4
Si  9.511  4.1315  12.4421
Si  6.7458  6.8271  12.3891
Si  9.5376  9.3794  12.2973
Si  0.0495  4.1462  16.8661
Si  2.5825  -0.1281  13.4388
Si  1.6023  8.9412  14.6427
Si  0.7721  3.4352  13.3849
Si  7.824  5.2865  13.8579
Si  7.8315  0.5105  14.1033
Si  3.2329  7.1648  14.5276
Si  5.9297  4.3907  15.4395
Si  2.3537  5.3072  13.2644
Si  1.7384  2.511  15.3221
Si  -0.1507  7.8522  13.5854
Si  5.1848  8.1793  13.5781
Si  3.7886  1.3528  14.7565
Si  10.0929  1.3531  16.1401
Si  6.1909  10.5034  15.5184
Si  9.5144  6.3114  15.0491
Si  12.5157  -10.8385  30.8069
Si  0.0327  14.8304  22.2804
Si  11.2999  -5.3292  19.6737
Si  9.5548  8.0083  19.2855
Si  22.1335  17.2685  31.3605
Si  12.1751  3.7108  34.5344
Si  0.8228  8.9899  22.3231
Si  -15.1722  -4.1967  27.0156
Si  16.5417  3.4537  20.6297
Si  13.3834  -2.8025  31.7255
Si  -1.7128  7.9546  30.2247
Si  9.3733  16.7381  28.0665
Si  -4.4435  -40.1435  30.9358
Si  5.5177  5.1072  33.1538
Si  6.5246  -2.0647  34.2933
Si  -14.7514  22.4258  18.1404
Si  13.1731  9.662  19.6122
Si  9.466  -6.7114  30.7217
Si  15.7064  26.4101  28.5021
Si  -4.1877  -0.5424  22.3413
Si  7.7724  14.5046  22.8507
Si  31.4675  -22.0133  29.4021
Si  14.2095  6.857  19.4156
Si  26.6237  -4.7029  16.8358
Si  26.5678  11.3758  20.354
Si  15.3603  -26.6566  22.0647
Si  10.924  11.8166  22.4529
Si  -16.6553  2.9333  13.6893
Si  -1.9664  -10.8998  20.424
Si  -1.4692  -10.8709  24.9116
Si  -3.874  -9.8831  29.2989
Si  3.2378  -0.3407  28.1692
Si  -5.7299  12.856  27.1305
Si  -0.6781  -9.4295  34.8048
Si  13.2753  -4.5595  29.297
Si  23.571  6.2584  23.651
Si  -5.1616  -12.7904  28.8766
Si  11.1841  -1.1054  17.4188
Si  7.7535  -4.3583  17.49
Si  19.6387  -2.417  23.2995
Si  11.3204  20.6953  26.8659
Si  11.8337  -14.9966  26.6046
Si  11.2924  -19.4759  32.1631
Si  17.7842  6.3125  23.948
Si  17.7621  12.1338  24.7181
Si  -4.1644  -7.2175  17.6091
Si  14.8638  7.239  34.0774
Si  6.5268  -14.1145  31.5352
O  13.7462  -14.187  -6.0552
O  -0.4885  -18.9133  -5.3418
O  -15.1323  -12.9585  -3.5965
O  8.9144  -12.3856  -11.6534
O  8.7098  2.0035  -1.1106
O  2.8294  3.2651  -1.5514
O  6.5011  -9.085  -8.2676
O  4.0853  -16.1251  -2.545
O  4.2405  9.2795  -7.9723
O  27.427  -2.7297  -6.0022
O  16.2615  5.8667  -8.6333
O  22.4358  24.2114  -13.7702
O  16.2636  29.5285  -1.5436
O  -0.6579  -22.6371  28.0259
O  -2.2997  10.1456  13.3951
O  -0.8994  -8.0799  16.8833
O  -2.53  11.4568  19.0376
O  11.093  4.3605  20.7285
O  -6.1422  4.5754  21.3521
O  12.8293  -0.7262  27.2924
O  5.8737  14.5816  19.025
O  25.0458  -5.0475  23.1377
O  4.8403  0.5365  15.7596
O  1.3919  -1.8762  20.8071
O  21.7586  4.9711  18.2316
O  7.9614  -6.999  31.2125
O  12.4398  7.7923  23.1333
O  7.8185  4.9056  17.758
O  16.5439  12.7165  25.5958
O  5.7489  -4.2545  22.8419
O  -14.3682  2.2898  23.6434
O  7.1011  3.529  21.3697
O  10.3681  17.7216  20.0596
O  -5.0992  -23.6074  14.8678
O  6.4029  -22.2542  29.2145
O  28.3527  -13.6283  27.7579
O  27.126  -0.5522  21.467
O  -1.9286  1.3353  14.9796
O  7.7828  -10.5507  21.5178
O  -16.237  -7.1325  32.2471
O  12.5671  6.2611  25.2635
O  15.2457  22.9533  35.4309
O  14.9257  -10.0342  27.4408
O  9.1881  -12.4746  20.1679
O  1.0373  -11.2201  22.7909
O  8.8248  9.508  30.1345
O  44.2766  -9.6449  15.5811
O  1.5644  25.369  16.5646
O  -7.4215  5.1397  29.2218
O  6.2551  17.8598  17.0631
O  8.1592  29.117  18.8136
O  13.2705  -8.7967  36.9769
O  28.1797  -4.08  25.4104
O  8.3722  -3.9344  23.6736
O  -8.0934  -3.3584  35.108
O  -1.5335  3.8536  22.6645
O  11.9547  27.5212  30.0356
O  -12.0291  -10.064  23.5524
O  18.0268  4.7334  23.8267
O  26.662  -30.6342  20.8653
O  32.585  10.8284  25.7203
O  -4.7563  10.2615  34.9155
O  -1.4372  -3.5966  28.7873
O  12.1765  10.3716  18.551
O  0.7525  5.1205  23.1324
O  -7.2139  17.8986  16.1048
O  -8.9391  16.9201  19.6351
O  -18.4842  -0.0396  20.0643
O  -15.7895  6.2929  32.1654
O  0.9827  14.4869  32.9495
O  8.7866  -3.8838  16.3339
O  10.5295  5.1678  15.663
O  10.2788  -21.0844  20.966
O  7.969  -14.5544  30.9653
O  -8.9857  9.589  31.6581
O  23.8  6.8304  27.8093
O  6.9255  -11.3724  16.9776
O  -1.4606  -17.126  29.1611
O  -6.6673  6.0234  18.3411
O  -5.0234  -17.5786  29.6469
O  4.0687  -3.8922  20.8481
O  23.0727  -1.2996  35.7485
O  -3.4603  19.8038  22.4702
O  -11.3968  -9.4991  33.1764
O  11.7617  -5.7503  35.1614
O  10.0435  43.546  17.0257
O  0.3209  2.6515  35.288
O  10.0781  -5.5576  31.7093
O  22.9865  20.2059  16.1827
O  7.967  5.849  27.2687
O  31.9088  -13.1571  22.4756
O  28.9505  -8.769  17.4528
O  17.2411  -10.8897  23.8207
O  0.3878  8.2798  26.3454
O  28.2449  -5.9701  34.4435
O  29.9361  11.6606  25.6145
O  10.6101  5.7847  27.0152
O  21.4276  -3.0841  31.0478
O  1.5211  17.8001  32.3589
O  3.5972  -16.7525  37.7184
O  -7.1222  18.9918  32.7139
O  16.5758  0.445  19.0111
O  7.9411  -13.4008  34.9145
O  10.4466  19.3677  18.0225
O  2.7265  -21.6334  29.6262
O  9.6978  17.5845  35.7851
O  3.0481  30.1664  18.9302
O  19.5295  0.9803  29.2458
O  21.8876  0.096  30.2547
O  4.521  3.411  27.4797
O  28.2567  1.8128  30.6086
O  12.5639  1.399  31.6985

Results
free energy: -155984.885 eV
free energy less fixed offsets of O -570.45, Si -639.56 eV per atom: 2.155 eV

Forces (eV/angstrom), in the order of the atoms: element, x, y, z
Si  0.0051  -0.0003  -0.0097
Si  -0.0179  -0.0016  -0.0371
Si  -0.0003  0.0005  -0.0006
Si  0.0039  -0.0096  -0.0333
Si  0.0041  -0.004  -0.0339
Si  0.0075  -0.0096  -0.0186
Si  -0.0022  0.003  -0.0391
Si  -0.0048  -0.0013  0.0022
Si  0.0132  0.0081  -0.0161
Si  0.0065  0.0054  0.0002
Si  0.0082  -0.0033  -0.0306
Si  -0.0028  0.0004  0.0019
Si  -0.0014  0.0002  0.0024
Si  -0.0006  0.0017  0
Si  -0.0022  0.0012  -0.0338
Si  0.0023  -0.0004  0.0045
Si  -0.0011  0.0015  0.0006
Si  0.0046  0.0006  -0.0008
Si  -0.0001  0  0.0006
Si  0.0033  -0.003  -0.0107
Si  0.0007  -0.0015  -0.0002
Si  -0.0015  -0.0003  -0.0026
Si  0.0002  -0.0004  -0.0003
Si  -0.0002  -0.0004  0.0003
Si  -0.0011  -0.0028  0.0001
Si  0.002  -0.0011  0.0003
Si  -0.0019  0.0005  -0.0005
Si  0.0023  0.0002  0.0017
Si  -0.0014  0.001  -0.0007
Si  0  0.0001  0.0008
Si  -0.0008  -0.0002  0.0004
Si  0.0003  -0.0007  0.0008
Si  -0.0012  0.001  -0.0002
Si  -0.0014  -0.0009  -0.0007
Si  0.0003  0.0007  -0.0001
Si  0.0008  -0.0012  0.0001
Si  -0.0008  -0.0006  0.0004
Si  -0.0015  -0.0017  -0.0002
Si  -0.0007  -0.001  0.0011
Si  -0.0007  0.0001  0.0003
Si  0  -0.0003  0.0003
Si  0.0001  0.0003  -0.0007
Si  -0.0003  0  0.001
Si  0.0013  0.0008  0.0002
Si  0.0005  0.0006  0
Si  -0.0003  -0.0011  0.001
Si  -0.0025  -0.0006  0
Si  0.0005  -0.0002  -0.0003
Si  -0.0007  -0.0001  0.0003
Si  -0.0007  0.0006  -0.0001
Si  -0.0004  0.0007  0.0005
Si  -0.0003  -0.0018  0.0012
Si  -0.0008  0.0016  0.0004
Si  -0.0006  0  0.0005
Si  0.0003  -0.0001  0.0005
Si  -0.0005  0.0007  -0.0004
Si  0  0.002  0.0013
Si  0.0005  -0.0017  -0.001
Si  -0.0024  -0.0002  0.0007
Si  -0.0007  -0.0008  0.0004
Si  -0.0004  -0.0054  0.0002
Si  -0.0002  0.0013  -0.0009
Si  -0.0014  -0.0008  0.0008
Si  0.0026  -0.0022  0.0002
Si  0.0002  -0.0039  0.0023
Si  0.0004  -0.0026  0.0024
Si  -0.0018  -0.0008  0.0001
Si  0.0001  -0.0003  0.0014
Si  -0.0018  0.0011  0.0005
Si  -0.0019  0.004  -0.0011
Si  0.0002  -0.0019  -0.0017
Si  0.0003  0.0013  0.0006
Si  0.0014  0.0022  0.003
Si  0.0022  0.0038  0.0023
Si  0.0012  0.0014  0.0026
Si  -0.0015  -0.0009  0.0009
Si  0.001  -0.0011  0.0068
Si  0.0027  -0.0018  -0.0011
Si  -0.0069  -0.0013  0.0029
Si  0.0005  0.0014  -0.0039
Si  0.0078  -0.0115  -0.0725
Si  0.0008  0.0016  -0.0014
Si  0.0059  -0.0065  -0.0271
Si  -0.0029  -0.0027  0.0053
Si  -0.0016  0.0007  -0.0002
Si  -0.0092  -0.0048  -0.0207
Si  -0.0037  -0.0063  -0.0175
Si  -0.0111  0.007  0.0187
Si  -0.0026  -0.0017  -0.0012
Si  0.0124  0  -0.0308
Si  0.0008  -0.0015  0.0019
Si  -0.0013  -0.0048  -0.0101
Si  -0.0034  -0.0054  -0.0038
Si  0.0079  0.0081  -0.0549
Si  -0.0095  -0.002  -0.0465
Si  0.0002  -0.003  -0.0395
Si  0.0026  -0.0083  -0.0863
Si  0.0031  0.0004  -0.0781
Si  -0.005  0.0069  -0.0847
Si  -0.008  -0.013  -0.073
Si  -0.0058  0.0018  -0.0669
Si  -0.0067  -0.0031  -0.0685
Si  0.011  0.0077  -0.0844
Si  0.0004  -0.0014  -0.1088
Si  -0.0042  -0.0073  -0.0961
Si  -0.0178  0.0031  -0.0807
Si  0.0054  0.008  -0.0745
Si  -0.0004  0.0036  -0.0933
Si  0.0064  -0.0133  -0.0914
Si  -0.0032  -0.005  -0.1005
Si  -0.0117  -0.0132  -0.0913
Si  0  0.0009  -0.0815
Si  -0.0015  0.0054  -0.0745
Si  -0.012  0.0188  -0.0749
Si  -0.0047  0.0035  -0.0842
Si  -0.0085  0.0083  -0.0874
Si  0.0039  0.0036  -0.0849
Si  0.0019  -0.0074  -0.0845
Si  0.0095  -0.0146  -0.0847
Si  0.0049  -0.0358  -0.0812
Si  -0.0005  0.0075  -0.0765
Si  -0.009  -0.0043  -0.0912
Si  0.0091  0.0011  -0.0784
Si  0.0004  -0.0016  -0.0055
Si  -0.0078  -0.0113  -0.089
Si  -0.0143  0.0036  -0.0907
Si  -0.0053  -0.0001  -0.0761
Si  -0.0001  0.0071  -0.0838
Si  0.0073  -0.0044  -0.0957
Si  0.0102  0.0096  -0.0615
Si  0.0071  -0.0071  -0.0919
Si  0.0054  -0.0035  -0.1028
Si  0.0032  0.006  -0.0863
Si  0.0033  0.0032  -0.0793
Si  -0.0037  -0.0069  -0.0636
Si  0.0039  0.0034  -0.0772
Si  -0.0126  0.0095  -0.0965
Si  0.0097  -0.003  -0.109
Si  0.0077  -0.007  -0.0976
Si  -0.0001  -0.0135  -0.0989
Si  0.0212  -0.0111  -0.1002
Si  -0.0083  0.0132  -0.088
Si  0.0025  0.0004  -0.0801
Si  0.0092  0.0031  -0.0986
O  0.0004  0.0163  0.0517
O  0.0155  -0.0122  0.0391
O  -0.0018  0.0157  0.0613
O  0.0068  0.0151  0.0433
O  -0.0165  0.0088  0.0302
O  0.0185  -0.0088  0.0353
O  0.0175  -0.0073  0.0533
O  -0.0026  0.0034  0.032
O  0.0068  -0.0038  0.0285
O  0.0074  -0.0166  0.0631
O  -0.0125  -0.0133  0.0401
O  -0.0021  -0.0037  0.0239
O  0.0069  0.0062  0.0296
O  -0.0145  0.0144  0.0692
O  -0.0036  0.0052  0.0098
O  -0.0052  0.003  0.0211
O  0.0187  -0.0097  0.0534
O  -0.0049  -0.0202  0.0594
O  -0.0049  0.0163  0.0368
O  0.0202  0.006  0.0396
O  -0.0134  -0.006  0.0785
O  -0.0195  0.002  0.0404
O  0.0071  -0.0031  0.0202
O  -0.0188  -0.0075  0.0584
O  0.0047  0.0188  0.058
O  -0.0008  0  0.028
O  0.004  -0.0201  0.0392
O  0.0114  0.0067  0.0324
O  -0.0271  0.0112  0.0665
O  0.0242  0.0051  0.0459
O  -0.0098  -0.0209  0.0466
O  0.0219  0.0026  0.054
O  0.004  -0.0043  0.0296
O  0.0063  0.0095  0.0224
O  0.0035  0.0008  0.0246
O  -0.0089  0.0202  0.0455
O  0.0193  -0.0107  0.0442
O  0.0166  0.0021  0.0298
O  -0.0155  -0.0029  0.0423
O  -0.0125  0.0209  0.0565
O  -0.0154  0.0098  0.082
O  0.0015  0.0007  0.0251
O  -0.0117  -0.0144  0.0365
O  -0.0041  0.018  0.0334
O  -0.0038  0.0038  0.0258
O  -0.0029  -0.0112  0.0292
O  -0.0158  -0.0061  0.0188
O  -0.0125  0.0078  0.0311
O  -0.0097  0.0069  0.0308
O  0.0234  0.0139  0.028
O  0.013  0.0161  0.0366
O  -0.0044  -0.0065  0.0185
O  -0.005  0.0069  0.0824
O  -0.0079  -0.0069  0.0294
O  -0.0162  0.0134  0.0459
O  -0.0119  -0.0003  0.0265
O  -0.0133  0.0036  0.0439
O  -0.0187  -0.0122  0.0557
O  -0.0062  0.0151  0.0368
O  -0.0008  0.0019  0.0287
O  0.0239  -0.0174  0.0652
O  -0.0115  0.0191  0.0389
O  -0.0043  0.017  0.0499
O  0.0167  -0.0038  0.045
O  0.0111  0.0181  0.0404
O  -0.0035  0.0191  0.0245
O  -0.0034  -0.0002  0.0291
O  0.0057  0.0033  0.0246
O  -0.011  -0.0151  0.0457
O  0.0094  0.0096  0.053
O  -0.0141  0.0054  0.0471
O  0.0032  -0.0073  0.0335
O  0.0149  0.0084  0.0469
O  -0.0193  -0.0011  0.0374
O  0.0048  -0.0106  0.032
O  0.0191  -0.0062  0.0658
O  0.0046  0.0097  0.0507
O  0.0035  -0.0212  0.0592
O  -0.0219  0.0114  0.0665
O  0.0195  -0.0112  0.0572
O  0.0126  -0.0082  0.0569
O  -0.0047  0.0049  0.0139
O  0.0092  -0.0095  0.0316
O  -0.0146  -0.0131  0.0678
O  -0.0117  0.0127  0.0352
O  0.0034  -0.014  0.031
O  -0.004  -0.0075  0.0281
O  0.0043  0.0003  0.0284
O  -0.0164  0.0105  0.0517
O  0.0173  -0.0038  0.0383
O  -0.0182  -0.0028  0.0306
O  0.0049  -0.0191  0.0313
O  0.001  0.0184  0.0551
O  0.0019  0.0029  0.0364
O  0.0153  -0.007  0.0708
O  -0.0001  0.0009  0.0362
O  -0.0186  -0.0054  0.0449
O  0.0133  -0.0074  0.0315
O  0.0101  0.0017  0.0328
O  -0.0046  0.006  0.0136
O  0.0187  -0.0081  0.0547
O  -0.021  -0.0037  0.0516
O  0.0161  -0.0055  0.0388
O  -0.0098  -0.0106  0.0364
O  -0.0234  0.0059  0.0573
O  0.0002  0.0028  0.0188
O  -0.0047  0.0061  0.0276
O  0.0048  0.0019  0.0266
O  0.0202  0.0071  0.0396
O  0  0.0177  0.0386
O  -0.0042  0.018  0.0412
O  -0.0095  0.0216  0.0392

The program warned: the cutoff lies below the one the program advises for these potential files; the forces do not sum to zero within the program's tolerance; empty levels may hold ghost states of the PAW files; the exchange-correlation potential is rough where the density is thin.
